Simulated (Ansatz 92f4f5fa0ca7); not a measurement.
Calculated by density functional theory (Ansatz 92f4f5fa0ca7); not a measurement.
Periodic cell of 226 atoms, Si133O92B1, from a study of silicon, its oxide and their interface. The atomic structure is a simulated model.
Doubt: the cutoff is far below the 930 eV that the study's wrapper takes by default for these files, so forces and energies are approximate.
This geometry differs little from another in the collection (a relaxation step or a small displacement).

Settings: functional PBE; potential files Ansatz PAW; basis plane waves; wave-function cutoff 580 eV; density cutoff ratio 5; exchange-correlation grid ratio 1; k mesh 1 x 1 x 1, Gamma-centred; self-consistency stop 5e-08 eV per atom in the density residual; occupations fixed; spin none; net charge -1 e, with a uniform compensating background and no finite-size correction.

Cell vectors (angstrom)
a  10.938  0  0
b  0  10.938  0
c  0  0  31.9494

Atoms: element, x, y, z (angstrom)
Si  10.6207  -0.001  24.4332
Si  5.0683  0.1231  24.6748
Si  2.8105  2.2907  24.5455
Si  8.5637  2.4319  24.5752
Si  10.697  5.5851  24.3477
Si  5.1493  5.6106  24.4669
Si  2.9827  7.9492  24.4206
Si  8.4047  7.8279  24.4287
Si  1.2846  1.1285  25.859
Si  6.8082  1.3251  25.7531
Si  3.9759  4.007  25.747
Si  9.6803  4.018  25.8674
Si  1.3291  6.7915  25.6822
Si  6.7943  6.7202  25.7704
Si  3.9978  9.4625  25.9713
Si  9.4745  9.4361  25.8123
Si  2.6302  -0.139  27.3072
Si  8.1329  -0.0712  27.1616
Si  0.0689  2.65  27.2343
Si  5.444  2.7162  27.1293
Si  2.6575  5.4129  27.1276
Si  8.1845  5.3659  27.1536
Si  0.0023  8.1482  27.149
Si  5.5028  8.1371  27.2099
Si  4.0809  1.3194  28.5184
Si  9.5363  1.3102  28.5314
Si  1.3821  4.0622  28.5881
Si  6.8008  4.0559  28.5447
Si  4.0703  6.7699  28.5198
Si  9.5524  6.7756  28.5072
Si  1.287  9.4749  28.6471
Si  6.8216  9.5344  28.5893
Si  -0.0487  -0.0279  29.958
Si  5.4454  -0.0164  29.927
Si  2.7687  2.7075  29.9251
Si  8.1769  2.6972  29.9012
Si  -0.022  5.4354  29.9181
Si  5.4503  5.4384  29.9181
Si  2.7247  8.1369  29.9431
Si  8.2216  8.1687  29.9127
Si  1.3657  1.3658  31.2779
Si  6.8135  1.3682  31.2966
Si  4.1127  4.0715  31.314
Si  9.5388  4.0778  31.2782
Si  1.3422  6.8029  31.3135
Si  6.8197  6.8384  31.2755
Si  4.0844  9.5504  31.2928
Si  9.5524  9.5385  31.3279
Si  2.7376  0.0119  0.707
Si  8.1875  0.0073  0.7009
Si  0.0049  2.7461  0.7004
Si  5.4795  2.7407  0.7657
Si  2.7407  5.4579  0.7092
Si  8.1971  5.4848  0.695
Si  0.0095  8.2046  0.7635
Si  5.4755  8.2189  0.727
Si  4.102  1.3562  2.1198
Si  9.5944  1.3553  2.0525
Si  1.3528  4.1379  2.0797
Si  6.8338  4.1731  2.1003
Si  4.0925  6.8443  2.0795
Si  9.5414  6.8461  2.1115
Si  1.3993  9.6045  2.1065
Si  6.8297  9.6277  2.0929
Si  0.0219  0.0256  3.4764
Si  5.4582  -0.0066  3.5297
Si  2.716  2.7673  3.4266
Si  8.252  2.7809  3.3635
Si  0.0201  5.5231  3.4814
Si  5.4938  5.5751  3.5036
Si  2.7905  8.2591  3.4671
Si  8.1814  8.262  3.459
Si  1.3758  1.4297  4.8421
Si  6.9088  1.4638  4.7418
Si  4.06  4.1627  4.7713
Si  9.587  4.1049  4.7844
Si  1.3652  6.9746  4.8415
Si  6.6941  7.1443  4.9081
Si  4.2437  9.4105  4.968
Si  9.612  9.5722  4.8445
Si  2.7655  -0.0146  6.1123
Si  8.2215  0.0407  6.1058
Si  0.009  2.7941  6.2858
Si  5.5137  2.8332  6.0856
Si  2.808  5.6601  6.1391
Si  8.2301  5.6574  5.9331
Si  0.0414  8.2994  6.3825
B  5.4828  8.3075  6.2015
Si  4.4238  1.1285  7.3049
Si  9.7614  1.13  7.5878
Si  1.2243  4.5076  7.4605
Si  6.6405  4.5827  7.224
Si  4.4823  6.9167  7.3564
Si  9.7402  6.5809  7.5093
Si  1.2642  9.9603  7.6903
Si  6.5496  9.7274  7.2278
O  9.5796  1.2361  23.9848
O  4.0984  6.7985  23.948
O  3.9996  1.2355  24.0407
O  9.5227  6.6958  23.8995
O  0.0018  5.5171  8.001
O  5.5153  -0.0129  7.802
O  0.0437  0.101  8.1322
O  5.5642  5.7082  7.7922
O  7.5519  4.006  8.4622
O  8.7789  6.9597  8.8263
O  2.1536  9.5136  9.0563
O  8.8616  1.6975  8.8945
O  7.477  9.2605  8.5463
O  3.6939  1.7692  8.6375
O  3.7121  7.3988  8.7924
O  2.1091  3.962  8.7592
O  8.1376  3.4804  23.3591
O  0.4398  4.9269  22.9578
O  1.8949  2.7352  23.2446
O  5.827  4.9033  23.1293
O  5.5123  10.0029  23.4928
O  2.4433  8.6899  23.0293
O  0.1874  10.0682  23.0903
O  7.7679  8.5704  23.0797
Si  8.6616  7.7031  18.4415
Si  8.8045  6.3807  13.5918
Si  3.8134  1.5542  14.7092
Si  2.1368  5.7483  17.6207
Si  2.4137  3.1432  19.4924
Si  9.8109  9.0518  11.9978
Si  1.3297  9.4204  22.0887
Si  9.1985  0.9829  13.1862
Si  1.43  5.0746  13.0047
Si  1.8052  8.2593  12.7244
Si  6.6421  9.5566  22.4281
Si  4.5376  4.6133  15.6973
Si  8.2033  3.0403  9.5624
Si  0.8455  8.2464  19.2657
Si  6.95  1.3491  21.0851
Si  8.1693  8.2628  9.6116
Si  10.8915  5.2184  15.5855
Si  7.5888  9.5082  16.3105
Si  9.9302  2.0609  20.2868
Si  3.2536  8.5665  9.849
Si  6.7001  3.3571  17.4095
Si  1.1652  0.208  19.8048
Si  3.2563  2.8465  12.2781
Si  7.2157  5.4004  19.6905
Si  5.7496  8.6947  11.5393
Si  5.7971  6.1052  13.1872
Si  4.6417  9.7096  17.5928
Si  1.0158  3.5947  22.1816
Si  4.8982  1.4832  18.7921
Si  3.2419  3.0634  9.486
Si  6.4805  10.8374  13.7834
Si  10.3699  0.127  15.9587
Si  5.683  3.6835  11.1424
Si  9.8532  3.9094  11.876
Si  2.3551  9.9284  15.4899
Si  6.0728  8.1329  19.7895
Si  6.9317  3.9719  22.3843
Si  9.7625  2.7877  17.3528
O  7.2169  6.4088  13.9502
O  1.8848  7.058  18.6762
O  10.2872  4.045  16.5022
O  6.183  9.9665  17.0465
O  10.1725  0.7227  14.4623
O  8.4456  6.1226  18.8642
O  5.195  0.7026  14.4233
O  5.7257  2.0621  17.5212
O  8.344  1.9396  20.5319
O  1.9945  4.3007  18.4022
O  6.9922  2.8221  10.6662
O  4.8918  2.7469  12.2236
O  6.035  4.4065  16.3526
O  4.5927  3.9299  9.9219
O  10.6856  2.7731  21.547
O  9.7348  6.1805  14.9397
O  6.0057  6.4957  19.8341
O  4.087  0.1725  18.2556
O  9.2849  10.5742  12.2703
O  2.867  4.3859  12.6996
O  1.9067  10.7028  21.213
O  3.9915  2.7189  19.3778
O  0.7491  10.0507  15.9443
O  1.2796  9.803  18.8361
O  1.7134  1.6622  19.2741
O  8.9645  10.393  16.4936
O  4.8768  8.5877  18.7673
O  9.4842  8.8355  10.4173
O  6.7501  4.0919  18.8602
O  2.8615  1.7465  13.388
O  5.8219  8.7826  21.2526
O  2.5694  2.472  10.8616
O  7.608  4.8579  21.1795
O  5.2076  7.5164  12.5728
O  0.4483  9.0655  12.3594
O  7.6111  1.0764  13.5871
O  7.1318  9.648  14.7429
O  8.99  5.0422  12.6731
O  8.1046  8.044  16.9114
O  6.2143  2.5762  21.89
O  2.4381  9.0905  14.0431
O  0.4373  4.4994  11.8467
O  0.8185  8.3165  20.9364
O  9.4052  3.8304  10.3253
O  9.68  2.4036  12.528
O  7.6213  8.5694  19.3894
O  2.5857  8.1157  11.2954
O  3.9952  3.0686  15.3691
O  0.8488  4.5109  14.4244
O  10.0574  3.005  18.9477
O  9.1782  7.8142  12.8899
O  10.5112  0.5385  20.0679
O  6.0351  5.0789  11.9219
O  8.1589  2.754  17.0138
O  3.5341  5.4831  16.7204
O  4.6587  9.216  10.4287
O  1.5246  6.6962  13.1523
O  4.785  5.5104  14.3444
O  2.0426  3.8502  20.9232
O  10.5603  1.4203  16.9431
O  0.9421  6.074  16.5547
O  7.3358  10.9499  21.9283
O  5.9246  0.9085  19.9133
O  6.1149  10.0463  12.4036
O  2.8611  0.55  15.5644
O  7.0305  7.9987  10.7764
O  10.2469  8.017  18.6952
O  3.4654  9.2047  16.5281

Results
free energy: -137022.963 eV
free energy less fixed offsets of B -154.04, O -568.88, Si -635.61 eV per atom: 4.167 eV

Forces (eV/angstrom), in the order of the atoms: element, x, y, z
Si  0.0074  -0.0115  -0.0239
Si  0.0064  -0.0132  -0.0196
Si  -0.0116  0.0061  -0.0245
Si  -0.0061  0.0118  -0.0183
Si  0.0111  -0.0122  -0.0195
Si  0.0143  -0.0077  -0.022
Si  -0.0074  0.0136  -0.0208
Si  -0.0107  0.0099  -0.027
Si  -0.0056  0  -0.0044
Si  -0.0007  0.0006  0.0029
Si  -0.0015  -0.0006  0.0059
Si  -0.0026  0.0017  -0.0021
Si  -0.0003  -0.001  0.0044
Si  -0.0009  -0.0006  0.0034
Si  0.0062  -0.0056  -0.0056
Si  0.002  -0.0003  0.0049
Si  0.0043  0.0063  -0.005
Si  0.0039  0.0027  0.0023
Si  -0.0028  -0.0001  -0.0014
Si  -0.0022  -0.0029  0.0035
Si  0.0037  0.0057  0.0045
Si  0.0033  0.0009  0.0029
Si  0.0007  -0.0014  0.0023
Si  -0.0014  -0.0009  0.0019
Si  0.0078  0.0084  -0.0056
Si  -0.0054  -0.0087  -0.0074
Si  0.0169  -0.0038  0.0133
Si  -0.0035  -0.0035  0.0016
Si  -0.0058  -0.0155  -0.0105
Si  0.0058  -0.0022  -0.0132
Si  -0.0192  -0.0175  0.0339
Si  0.005  -0.0001  0.0151
Si  0.0049  -0.0134  -0.0062
Si  0.0016  -0.0065  -0.0011
Si  -0.0059  0.0162  -0.0019
Si  -0.0064  0.0029  0.0012
Si  -0.0061  -0.0044  -0.0011
Si  -0.0001  -0.0036  0.0033
Si  -0.0125  0.0142  -0.0043
Si  -0.0047  0.0091  0.0036
Si  -0.0001  0.0016  -0.0018
Si  0.0034  0.0003  0.0003
Si  -0.0027  -0.0067  -0.0043
Si  0.0054  0.0024  -0.0022
Si  0.0053  0.0003  -0.0022
Si  0.0035  -0.0005  0.001
Si  0.0014  0.0019  0.0054
Si  -0.0007  0.0042  -0.0062
Si  -0.0058  -0.0092  -0.0015
Si  0.0069  -0.0021  0.0043
Si  -0.0033  -0.0002  -0.0008
Si  -0.0023  0.0031  -0.0039
Si  -0.0016  -0.0041  0.0033
Si  -0.0055  0.0008  0.0011
Si  -0.0021  -0.0013  -0.0041
Si  -0.0061  0.0008  -0.0049
Si  -0.0076  -0.0068  -0.0011
Si  -0.0161  0.0099  0.0012
Si  0.0145  -0.0113  -0.0055
Si  0.0161  0.0058  0.0127
Si  0.0024  0.0057  0.0125
Si  -0.0127  -0.0051  0.0024
Si  0.0155  0.0161  0.007
Si  0.0057  -0.0125  0.0075
Si  -0.0038  -0.0052  0.0185
Si  0.0091  -0.0238  0.0398
Si  -0.0129  0.0145  -0.0021
Si  0.0116  -0.0015  -0.0224
Si  0.0142  0.0066  0.0189
Si  -0.0247  0.0093  0.0057
Si  0.0057  -0.0228  0.007
Si  0.0115  0.0341  -0.01
Si  -0.0087  0.0046  -0.0192
Si  -0.0177  -0.0059  0.0093
Si  0.0168  -0.0052  0.0112
Si  -0.0173  0.0116  -0.0123
Si  0.0016  0.0023  0.0017
Si  -0.0312  0.0207  -0.0352
Si  -0.1691  0.1845  -0.1574
Si  0.002  -0.0012  0.004
Si  0.0606  -0.0353  0.0109
Si  -0.0067  -0.0093  -0.0051
Si  0.008  -0.0093  0.0207
Si  -0.0098  0.0034  -0.0024
Si  -0.0033  -0.0113  -0.0147
Si  0.0284  -0.0254  0.0457
Si  -0.0079  -0.0035  -0.0086
B  0.1175  -0.2047  0.0885
Si  -0.0267  0.0317  -0.0099
Si  -0.0043  0.0133  0.0413
Si  0.0045  -0.0117  0.017
Si  0.016  -0.0318  0.0071
Si  -0.0443  0.0725  -0.0198
Si  -0.0147  0.0122  0.0362
Si  0.01  -0.0026  0.0381
Si  0.0944  -0.0077  -0.0013
O  0.0009  0.0025  0.0039
O  -0.0024  0.0013  0.0025
O  -0.0001  0.0012  0.0044
O  -0.0012  0.0028  0.0035
O  -0.0115  0.0039  -0.0221
O  0.0026  -0.017  0.0154
O  0.0043  0.0014  -0.0199
O  -0.0137  0.0269  0.0246
O  -0.0194  0.0307  -0.0572
O  0.0124  -0.0181  -0.0295
O  -0.0222  0.0152  -0.0291
O  0.0206  -0.0317  -0.031
O  -0.0278  0.0191  -0.0319
O  0.0123  -0.0336  -0.0393
O  0.0152  -0.0381  -0.0285
O  -0.0294  0.0263  -0.0254
O  0.0156  -0.0146  0.0211
O  -0.0147  0.0206  0.0214
O  0.0206  -0.013  0.0274
O  -0.0199  0.0186  0.0229
O  -0.0136  0.0133  0.0212
O  0.017  -0.0173  0.0238
O  -0.0204  0.02  0.0287
O  0.0176  -0.0196  0.0198
Si  0.0006  -0.0013  0.0067
Si  0.0021  -0.0028  -0.0098
Si  0.0019  -0.0019  -0.0033
Si  0.0047  0.0012  0.0031
Si  0.0089  -0.0031  -0.0019
Si  0.0049  0.0046  0.0148
Si  0.0015  0  -0.0356
Si  0.0019  0.0018  -0.0058
Si  -0.0042  -0.0009  -0.0108
Si  -0.0124  0.0031  0.0174
Si  -0.0073  0.0037  -0.0246
Si  0.0002  -0.0058  0.0028
Si  0.0107  -0.0011  0.0622
Si  -0.001  -0.0064  -0.0061
Si  -0.0013  -0.0004  -0.0035
Si  0.0155  0.0007  0.0517
Si  -0.0004  -0.0011  0.0034
Si  0.0019  0.0029  0.0016
Si  -0.0013  -0.0032  -0.0037
Si  -0.001  0.006  0.0559
Si  0.0011  -0.0022  -0.0033
Si  -0.0024  0.0016  0.0017
Si  -0.0036  0.0037  0.0122
Si  -0.003  0.007  -0.0042
Si  -0.0007  0.008  0.021
Si  0.0009  -0.003  0.0021
Si  0.0007  0.0016  -0.0004
Si  -0.0025  -0.0095  -0.0323
Si  -0.0045  0.0018  0.0024
Si  0.0128  0.0158  0.0695
Si  0.0049  0.0074  0.0036
Si  0.0002  -0.0033  0.0006
Si  0.0013  0.0051  0.0143
Si  0.0082  0.0026  0.0113
Si  -0.0003  0.0066  0.0063
Si  0.0023  -0.0066  -0.0028
Si  0.0033  -0.0052  -0.0264
Si  -0.0037  -0.0027  -0.0045
O  -0.0047  0.0014  0.0048
O  -0.0027  0.0047  -0.003
O  0.0009  0.0038  0.0007
O  -0.0002  0.0009  0.0005
O  -0.0059  0.0039  -0.0057
O  -0.0016  -0.0026  -0.0032
O  0.0054  -0.0018  0.0042
O  -0.002  -0.0013  0.0024
O  -0.007  -0.0025  -0.0032
O  -0.0018  -0.007  0.0021
O  0.0138  -0.0011  -0.0078
O  0.0063  0.0059  -0.004
O  -0.003  0.0013  0.0011
O  -0.0172  -0.0004  -0.0148
O  0.0114  0.0103  0.0082
O  -0.0061  0.0039  -0.0014
O  0.0002  0.0003  -0.0058
O  0.0006  0.0018  -0.0037
O  0.001  -0.0143  0.0035
O  0.0058  -0.0083  0.0071
O  0.0005  -0.01  0.0086
O  -0.0022  0.0014  -0.0062
O  0.0014  -0.0009  0.0037
O  0.0005  0.0022  0.0013
O  -0.0022  -0.0018  -0.0048
O  0.0007  0.0013  0.0006
O  0.0041  -0.0029  0.0013
O  -0.017  -0.0092  -0.0245
O  0.0019  0.0039  0.0017
O  -0.0004  0.0091  -0.005
O  0.0073  0.0123  0.0167
O  0.0018  0.0008  -0.0238
O  -0.0037  -0.0128  0.0164
O  0.0009  0.015  -0.0035
O  -0.0045  -0.0003  0.0053
O  0.0021  -0.0002  0.0062
O  -0.0039  0.0043  -0.0047
O  0.0036  -0.01  0.003
O  0.0017  -0.0015  0.0033
O  0.002  0.0118  0.0014
O  -0.0009  -0.0131  -0.0135
O  -0.0058  -0.0033  0.004
O  0.0042  0.0095  0.0158
O  -0.0172  -0.0071  -0.0229
O  0.0012  0.0115  0.0037
O  -0.005  0.0008  -0.0045
O  0.0215  0.004  -0.0366
O  -0.0003  -0.0031  0.0025
O  0.0065  0.001  -0.0042
O  0.001  -0.0043  0.0051
O  0.0032  0.015  0.0005
O  -0.0008  0.0027  -0.0051
O  -0.0007  -0.0161  -0.0057
O  0.0026  0.0002  0.0022
O  0.0015  0.0002  -0.0003
O  -0.0178  -0.0024  -0.0115
O  0.0046  0.0082  0.0077
O  0.0062  0.0081  -0.0055
O  -0.0118  0.0033  0.0162
O  0.0012  0.0018  0.0005
O  -0.0025  -0.0014  -0.0022
O  -0.001  -0.0119  0.0012
O  0.0122  0.0001  0.0046
O  -0.0074  -0.0218  -0.0143
O  0.0027  0.0035  0.0033
O  0.0204  -0.0002  -0.0233
O  0.0051  0.0018  -0.0037
O  -0.0008  0  0.0012

The program warned: the cutoff lies below the one the program advises for these potential files; the exchange-correlation potential is rough where the density is thin.
